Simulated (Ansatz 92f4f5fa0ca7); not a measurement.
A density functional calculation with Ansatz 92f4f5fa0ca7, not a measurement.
Periodic cell of 193 atoms, Si117O76, from a study of silicon, its oxide and their interface. The atomic structure is a simulated model.

Settings: functional PBE; potential files Ansatz PAW; basis plane waves; wave-function cutoff 700 eV; density cutoff ratio 5; exchange-correlation grid ratio 2; k mesh 2 x 2 x 1, shifted by 0.5 0.5 0.5 of a step; self-consistency stop 5e-08 eV per atom in the density residual; occupations Fermi-Dirac, 0.05 eV; spin none; net charge 0.

Cell vectors (angstrom)
a  11.5983  0  0
b  0  11.5983  0
c  3.8106  4.1671  25.0324

Atoms: element, x, y, z (angstrom)
Si  1.1934  4.5478  -3.4175
Si  10.8027  1.5703  -0.794
Si  10.7271  10.7702  -0.6976
Si  3.0954  1.1027  -0.9282
Si  4.1796  5.0464  -3.913
Si  1.0908  10.1276  0.586
Si  7.0118  2.116  -1.0584
Si  7.0611  6.9101  -0.6344
Si  6.9896  9.3061  -0.7197
Si  1.246  2.1432  0.2919
Si  1.3023  6.4447  0.3593
Si  3.1009  10.0765  -0.6129
Si  5.0048  2.1017  0.2206
Si  4.9866  4.19  1.51
Si  5.1078  10.0005  0.5886
Si  8.884  2.0527  0.4625
Si  9.0675  6.0936  0.3053
Si  8.8968  9.987  0.5472
Si  1.2663  4.2711  1.5447
Si  1.1202  8.1735  1.9063
Si  1.1623  12.0305  1.9369
Si  4.962  6.3438  0.2992
Si  5.0381  8.0797  1.9096
Si  5.1153  11.9735  1.8571
Si  8.9598  4.1351  1.6643
Si  9.07  8.0025  1.8171
Si  8.8749  11.8535  1.9814
Si  10.9225  4.2047  3.0456
Si  10.8654  8.0718  3.3306
Si  10.8361  11.9579  3.3128
Si  3.1424  4.2079  3.0099
Si  3.0886  8.1549  3.2241
Si  3.1404  11.9777  3.2182
Si  6.9538  4.1781  2.9729
Si  7.0585  8.0241  3.113
Si  6.9746  11.9314  3.3071
Si  10.8834  2.3501  4.5781
Si  10.8952  6.0672  4.5643
Si  10.844  10.0154  4.681
Si  3.1514  2.3493  4.5258
Si  3.1666  6.1283  4.4183
Si  3.0449  10.0609  4.6204
Si  7.026  2.3404  4.5322
Si  6.9872  6.0647  4.4086
Si  7.0086  9.9179  4.5248
Si  1.2414  13.9806  5.9574
Si  1.3195  6.1554  5.8579
Si  1.15  10.0739  6.0894
Si  5.0946  13.9026  5.8989
Si  5.0767  6.1238  5.8021
Si  5.0588  9.9958  5.8221
Si  8.9468  13.8894  5.9789
Si  8.8599  6.0159  5.828
Si  8.8669  9.9282  5.9633
Si  1.2921  4.3237  7.3334
Si  1.2484  8.0174  7.3246
Si  1.2125  12.1097  7.4041
Si  5.1022  4.2495  7.2539
Si  5.0642  8.0803  7.1555
Si  5.0919  11.8901  7.2132
Si  8.9238  4.2183  7.37
Si  8.8762  7.9033  7.2351
Si  8.7309  11.8826  7.2732
Si  10.8991  4.8846  8.4888
Si  10.8502  7.3151  8.4358
Si  11.1738  12.2805  9.1052
Si  3.2576  4.3202  8.7706
Si  3.2612  8.142  8.6775
Si  3.2075  12.0597  8.5959
Si  6.9579  4.1533  8.7693
Si  6.9738  9.8484  9.9902
Si  6.9114  11.8686  8.7128
Si  11.6733  11.5813  12.0112
Si  10.2672  5.3228  12.5128
Si  10.9826  7.7309  10.6917
Si  3.8678  13.9189  9.8754
Si  3.9604  6.2899  10.0203
Si  3.2776  10.1763  9.9835
Si  6.2496  13.7995  9.9535
Si  6.3983  6.1008  10.0421
Si  6.9221  7.9462  8.6067
Si  1.8186  14.1973  12.0601
Si  11.1685  3.5798  10.419
Si  1.8739  9.3596  11.6538
Si  6.2985  12.7957  12.8498
Si  3.4692  7.9075  12.5928
Si  5.1394  10.1265  11.4125
Si  8.904  11.2411  13.5538
Si  7.4214  6.6813  12.1838
Si  8.23  8.8757  11.7468
Si  2.4995  9.7247  17.207
Si  6.9025  11.6775  24.1595
Si  7.5552  5.178  21.0323
Si  14.4974  6.7161  22.0569
Si  1.4397  6.9404  17.3315
Si  14.9324  10.5363  23.8154
Si  8.6888  5.2606  16.8444
Si  7.409  2.43  17.2499
Si  13.0617  13.6917  19.5319
Si  11.4499  5.2628  15.5057
Si  11.8342  8.303  22.1478
Si  8.0154  7.1896  19.0423
Si  10.649  10.2981  22.2426
Si  5.1429  14.5681  15.2428
Si  0.8987  12.2872  16.7722
Si  6.3036  5.9793  14.9875
Si  10.6646  5.7676  21.6427
Si  14.7489  13.161  22.0687
Si  9.3675  11.7843  16.5273
Si  7.4147  10.0049  18.3554
Si  2.0017  14.643  15.0961
Si  4.7344  10.433  19.1497
Si  3.805  7.5057  15.6832
Si  1.43  16.6549  19.9037
Si  5.8982  12.408  21.3602
Si  7.4859  13.7024  20.329
Si  10.5567  13.1286  21.196
O  9.8737  11.5603  8.4631
O  10.7433  2.1375  9.7484
O  11.6394  11.364  10.3899
O  1.0235  10.3974  12.6295
O  12.38  12.9938  12.3616
O  10.1575  11.6296  12.5916
O  10.2791  3.855  11.7781
O  8.7097  5.7455  12.6364
O  12.4458  8.414  10.8096
O  9.8091  8.6971  11.2772
O  3.2542  13.7406  11.4447
O  3.4948  6.5542  11.6302
O  7.7277  12.3632  13.5148
O  6.6781  13.7547  11.5802
O  7.7884  5.973  15.6743
O  8.5873  10.7291  17.4976
O  15.7349  9.6561  22.6421
O  9.1842  5.2776  21.1517
O  3.5502  14.6106  15.6305
O  16.0377  7.2128  21.8358
O  8.7024  7.9881  20.289
O  5.264  5.5826  -2.8459
O  13.4601  8.0146  22.0138
O  16.3653  13.3807  22.0341
O  6.606  11.4488  22.5028
O  1.9428  15.2351  19.2942
O  7.4853  3.7342  -1.3727
O  3.591  9.0562  16.1803
O  11.0644  6.3262  11.5172
O  3.3303  7.3848  14.1313
O  11.5191  13.7123  20.0291
O  0.2864  6.6931  16.1806
O  11.0605  5.3689  13.9327
O  2.0621  14.9134  13.4964
O  2.8875  6.5558  16.656
O  3.2912  10.4973  18.4056
O  1.5742  10.8372  16.4676
O  5.4471  11.4714  12.3742
O  14.0378  12.9676  20.6134
O  10.1116  4.7285  16.2707
O  1.1023  15.8389  15.7517
O  7.8653  3.9806  17.3956
O  10.8921  12.1029  17.0135
O  8.2795  9.8094  13.1055
O  4.775  9.0507  20.0198
O  7.3012  13.3887  18.7307
O  5.0189  11.6211  20.2106
O  1.1155  6.0397  18.6359
O  7.0016  6.1388  19.8011
O  8.5296  13.1789  16.4231
O  6.381  6.5106  13.4514
O  5.9009  10.504  17.9844
O  4.8709  8.8198  12.4257
O  8.9893  6.316  18.0588
O  11.0877  7.2681  21.0964
O  1.1498  15.18  10.9246
O  5.4153  13.6248  13.9441
O  2.6145  17.2909  20.8178
O  7.6668  10.3327  19.9477
O  1.2514  13.2443  15.4953
O  5.953  2.351  16.5199
O  1.5069  8.5285  17.7464
O  1.5654  12.9334  18.1002
O  7.1334  3.6658  20.6566
O  5.6682  4.4816  14.9677
O  14.1863  14.5266  22.7519
O  10.8386  13.8368  22.6557
O  11.7263  4.7868  20.8503
O  2.8103  4.5615  -3.1554
O  3.1036  1.4559  -2.567
O  9.4669  11.097  15.0663
O  14.3773  11.8846  23.0328
O  10.8969  11.5243  21.1854
O  5.348  7.0012  15.8338
O  7.3921  8.3776  18.0994
O  9.0147  13.3897  20.7889

Results
free energy: -117610.982 eV
free energy less fixed offsets of O -569.03, Si -635.61 eV per atom: 1.668 eV
pressure: -0.10 GPa
stress xx, yy, zz, yz, xz, xy (GPa, positive in tension): -0.15, 0.03, 0.41, -0.03, 0.08, -0.16

Forces (eV/angstrom), in the order of the atoms: element, x, y, z
Si  -0.1457  -0.0703  -0.2603
Si  -0.0487  0.0488  -0.1367
Si  0.0621  0.3261  0.1527
Si  0.0368  0.0767  -0.6822
Si  -0.0498  -0.0002  -0.3986
Si  -0.0493  -0.0712  -0.0762
Si  0.4801  0.1871  0.6645
Si  -0.149  -0.0501  0.3481
Si  0.0758  0.0472  -0.4133
Si  -0.2662  -0.1464  0.0434
Si  -0.1953  0.0426  -0.0567
Si  0.1085  0.1048  0.4163
Si  -0.1159  -0.1279  0.1212
Si  -0.037  0.034  -0.0533
Si  -0.1512  0.0268  -0.0565
Si  0.0374  -0.2411  0.1775
Si  0.379  0.1222  -0.0834
Si  0.0487  -0.0004  0.113
Si  0.0774  -0.1186  -0.0129
Si  -0.1235  0.082  0.2087
Si  -0.0233  0.0525  0.1492
Si  0.0962  0.3013  -0.0047
Si  -0.0109  -0.0282  0.1039
Si  0.1825  -0.0416  0.1896
Si  -0.1867  0.0007  -0.0432
Si  0.1092  -0.1472  -0.1394
Si  -0.07  0.2355  -0.0895
Si  -0.0657  -0.0197  -0.1298
Si  -0.0054  0.0387  -0.0037
Si  0.0725  -0.0755  -0.0485
Si  -0.0242  0.0244  -0.0226
Si  -0.0094  0.0275  -0.0135
Si  -0.0773  -0.0337  -0.0238
Si  0.1334  -0.0388  -0.1538
Si  -0.0354  -0.1034  -0.0111
Si  0.0289  0.1036  -0.0377
Si  0.0675  -0.0212  0.0767
Si  0.0396  0.0032  0.0188
Si  0.055  0.0805  -0.0035
Si  0.0293  -0.1069  0.0036
Si  -0.0706  0.0159  -0.0356
Si  0.0854  0.0339  -0.021
Si  -0.0907  -0.107  0.0968
Si  -0.0532  0.0627  -0.0045
Si  -0.0846  0.1136  -0.0667
Si  -0.0824  0.0373  -0.0872
Si  -0.0601  -0.1302  -0.0643
Si  -0.0291  -0.0008  0.1691
Si  0.0121  0.0575  0.0673
Si  0.0616  0.0272  0.1122
Si  -0.0119  -0.0737  0.143
Si  -0.012  0.2433  -0.0809
Si  0.0202  -0.1139  -0.0437
Si  -0.0185  -0.0696  0.0188
Si  0.178  0.0411  0.1001
Si  0.1164  0.0502  0.1786
Si  0.0505  -0.0088  -0.1429
Si  -0.004  -0.0719  0.1147
Si  -0.0046  -0.0757  0.0422
Si  -0.1131  0.0539  -0.1388
Si  -0.1448  -0.0501  0.0869
Si  0.0116  0.1054  0.2499
Si  0.1723  -0.2111  0.2521
Si  0.06  0.1892  -0.058
Si  -0.0813  -0.2996  -0.3317
Si  0.2584  -0.1305  0.165
Si  0.0303  0.1606  -0.0764
Si  0.0364  -0.0213  -0.0597
Si  0.1474  -0.073  -0.0511
Si  -0.1153  0.1808  -0.1316
Si  0.1348  -0.1895  0.2683
Si  -0.3635  0.1517  0.0638
Si  -0.2182  0.2025  0.1464
Si  -0.0043  -0.0014  0.1764
Si  -0.0383  0.1861  -0.3242
Si  -0.3916  -0.0568  0.1823
Si  -0.0876  0.0223  0.2656
Si  -0.0437  0.0612  0.0415
Si  0.3587  0.0742  0.2695
Si  0.0698  0.0439  -0.0284
Si  -0.0736  -0.0718  -0.0919
Si  0.1726  0.0957  0.2503
Si  0.0613  0.2724  -0.4266
Si  0.0535  0.1008  -0.0095
Si  -0.1112  -0.1851  0.1043
Si  0.2278  0.0641  -0.1117
Si  0.1943  0.3382  -0.0032
Si  0.0692  0.0271  0.1643
Si  -0.354  -0.3331  -0.002
Si  0.4456  0.6203  -0.2108
Si  -0.1412  0.0706  -0.1337
Si  0.1129  -0.207  -0.5136
Si  -0.1883  0.2402  -0.0229
Si  0.1511  -0.492  0.3598
Si  0.0347  -0.0071  -0.0738
Si  -0.0374  -0.0535  0.3318
Si  0.0116  0.036  -0.1937
Si  -0.072  0.058  -0.2438
Si  0.0633  0.2119  -0.4924
Si  -0.0179  -0.1365  0.2502
Si  0.2041  0.0949  -0.5294
Si  -0.0525  -0.0501  -0.3971
Si  0.0704  0.1685  0.1362
Si  -0.1749  0.0291  0.2072
Si  -0.0051  0.0245  -0.1178
Si  0.0845  -0.1671  0.1606
Si  -0.0442  -0.6231  -0.6852
Si  -0.3912  0.0766  -0.2469
Si  0.1001  0.0079  -0.0154
Si  0.0873  -0.0675  -0.5645
Si  0.1087  -0.1297  0.3271
Si  0.0325  -0.0413  -0.373
Si  0.0539  -0.0398  0.2962
Si  0.1915  0.0498  -0.3652
Si  0.2776  -0.1116  -0.4623
Si  0.0767  0.145  -0.1418
Si  0.1477  0.1844  -0.053
O  -0.0425  0.1528  -0.1651
O  0.0842  -0.1411  0.0185
O  -0.0153  -0.0333  -0.0942
O  -0.1386  -0.187  -0.0166
O  -0.0096  -0.0842  -0.0498
O  0.162  -0.0032  -0.0854
O  0.0006  -0.0364  0.1041
O  -0.0304  0.1358  0.0004
O  -0.4001  -0.1892  0.1935
O  0.251  -0.2113  0.1745
O  0.2161  0.0134  -0.2999
O  0.0916  0.0396  -0.2293
O  -0.0134  -0.0039  -0.0632
O  -0.1788  0.0638  -0.4109
O  -0.0117  -0.0005  0.0488
O  -0.0615  -0.0456  0.1552
O  -0.073  0.1247  -0.0093
O  0.1793  0.0094  0.0866
O  0.0094  0.0062  -0.1143
O  0.0717  0.1088  -0.0058
O  0.0431  0.0974  0.1992
O  0.0567  0.0531  -0.0797
O  -0.2511  0.0825  0.0735
O  -0.0679  -0.1066  0.0823
O  -0.1193  -0.1274  0.2225
O  -0.0787  -0.0401  0.1954
O  -0.3145  -0.0763  0.0056
O  0.0414  -0.0147  -0.0391
O  0.0148  0.0945  0.1456
O  -0.0484  -0.0709  -0.0889
O  -0.2092  0.003  0.1765
O  0.0189  -0.0024  -0.0194
O  -0.1015  -0.0212  -0.2622
O  -0.0775  0.0094  -0.3452
O  0.0363  0.0739  -0.0706
O  0.1226  -0.025  0.2208
O  0.0639  -0.1085  0.0034
O  -0.1151  -0.2278  -0.2681
O  0.1814  -0.1063  0.3313
O  -0.0002  0.0274  0.0151
O  -0.0733  0.0789  -0.1057
O  0.0205  -0.0319  0.0961
O  -0.1118  -0.0334  0.0364
O  -0.1453  -0.2563  -0.0118
O  -0.0031  0.0121  0.341
O  -0.0072  0.0296  0.3493
O  -0.099  0.161  0.3626
O  -0.0224  -0.035  0.154
O  0.1166  -0.1142  0.181
O  -0.0305  0.0265  0.0683
O  0.1136  0.1066  -0.2117
O  0.0152  -0.0091  0.2658
O  -0.1391  -0.0608  -0.0447
O  -0.0884  0.0345  0.1657
O  0.0955  -0.0219  0.2636
O  -0.1647  -0.0509  0.0706
O  0.0584  -0.095  -0.1762
O  -0.0366  0.1589  0.0607
O  0.0461  -0.0491  0.3389
O  -0.0464  0.0185  -0.0876
O  0.1191  -0.0129  0.0332
O  0.0213  -0.0453  0.0335
O  0.0092  0.0492  0.3703
O  0.0023  -0.095  0.0172
O  0.0304  0.0994  -0.0807
O  0.1478  -0.2608  -0.0453
O  -0.0739  -0.1207  0.102
O  -0.2454  0.1235  0.2272
O  0.1171  0.0585  0.1302
O  -0.0485  -0.032  0.2206
O  -0.0517  -0.0109  -0.1943
O  0.1119  0.0402  -0.0802
O  -0.1897  -0.0635  -0.0675
O  -0.0822  0.0619  -0.1269
O  -0.0069  -0.0105  0.1953
O  0.0242  -0.0367  0.0109

The program warned: the cutoff lies below the one the program advises for these potential files.
